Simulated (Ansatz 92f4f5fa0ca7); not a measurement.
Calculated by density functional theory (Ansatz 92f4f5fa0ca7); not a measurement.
Periodic cell of 223 atoms, Si132O90P1, from a study of silicon, its oxide and their interface. The atomic structure is a simulated model.
Doubt: the cutoff is far below the 930 eV that the study's wrapper takes by default for these files, so forces and energies are approximate.
This geometry differs little from another in the collection (a relaxation step or a small displacement).

Settings
functional: PBE
potential files: Ansatz PAW
basis: plane waves
wave-function cutoff: 580 eV
density cutoff ratio: 5
exchange-correlation grid ratio: 1
k mesh: 1 x 1 x 1, Gamma-centred
self-consistency stop: 5e-08 eV per atom in the density residual
occupations: fixed
spin: none
net charge: +1 e, with a uniform compensating background and no finite-size correction

Cell vectors (angstrom)
a  10.938  0  0
b  0  10.938  0
c  0  0  32.1988

Atoms: element, x, y, z (angstrom)
Si  10.5874  0.2234  24.8645
Si  5.7388  10.6816  24.7402
Si  2.4811  2.916  24.6341
Si  8.4247  2.4649  24.8217
Si  0.2761  5.1685  24.7524
Si  5.1551  5.7492  24.6854
Si  2.9344  8.007  24.5932
Si  7.9408  8.4367  24.7278
Si  1.3303  1.3849  26.0348
Si  6.8463  1.3105  26.1238
Si  4.0433  4.1071  25.9887
Si  9.6064  4.0622  26.084
Si  1.3995  6.8281  26.0021
Si  6.7673  6.8554  26.0252
Si  4.1015  9.536  25.9974
Si  9.4624  9.5706  26.1506
Si  2.7274  -0.005  27.3421
Si  8.1589  -0.0182  27.5657
Si  0.0107  2.7203  27.4885
Si  5.4401  2.7468  27.3634
Si  2.7289  5.4687  27.4323
Si  8.1843  5.4744  27.351
Si  -0.0065  8.184  27.3707
Si  5.4388  8.2019  27.4498
Si  4.0778  1.3693  28.7426
Si  9.5788  1.3603  28.8475
Si  1.3644  4.1107  28.8153
Si  6.8264  4.1077  28.7404
Si  4.0971  6.8226  28.8069
Si  9.5534  6.8281  28.7476
Si  1.3638  9.5698  28.7349
Si  6.782  9.5476  28.8639
Si  0.0215  -0.0199  30.1645
Si  5.4197  0.017  30.1665
Si  2.7362  2.7302  30.1552
Si  8.19  2.7561  30.1438
Si  -0.0254  5.475  30.1445
Si  5.4803  5.4599  30.1553
Si  2.7181  8.2141  30.1307
Si  8.2024  8.1787  30.1646
Si  1.3776  1.3593  31.5357
Si  6.8204  1.3867  31.4973
Si  4.1089  4.0959  31.5212
Si  9.5578  4.1111  31.5244
Si  1.3498  6.8504  31.4884
Si  6.8445  6.8175  31.5441
Si  4.0676  9.5738  31.5296
Si  9.5762  9.5576  31.5189
Si  2.7329  0.0004  0.7317
Si  8.1909  0.0128  0.6518
Si  -0.0044  2.7406  0.6864
Si  5.4789  2.7354  0.6967
Si  2.7279  5.4965  0.6535
Si  8.2114  5.4583  0.7297
Si  0.0058  8.1937  0.6881
Si  5.4586  8.2082  0.6851
Si  4.1305  1.3768  2.0769
Si  9.5514  1.3605  2.0362
Si  1.3724  4.1376  2.0226
Si  6.8336  4.085  2.0879
Si  4.0974  6.8338  2.0538
Si  9.588  6.8485  2.0723
Si  1.3666  9.5391  2.0733
Si  6.8204  9.6078  2.0308
Si  -0.0169  -0.0061  3.3867
Si  5.4902  0.0042  3.4809
Si  2.7718  2.8003  3.3717
Si  8.2027  2.6998  3.4581
Si  0.0239  5.481  3.4363
Si  5.464  5.4695  3.426
Si  2.7661  8.2059  3.4563
Si  8.1772  8.2396  3.3758
Si  1.391  1.3924  4.6223
Si  6.8501  1.3437  4.9201
Si  4.1538  4.0826  4.8282
Si  9.5651  4.104  4.7678
Si  1.4127  6.8314  4.8198
Si  6.827  6.8946  4.7331
Si  4.1149  9.5978  4.8584
Si  9.5531  9.5467  4.7738
Si  2.7213  0.1182  6.0798
P  8.224  -0.0924  6.2496
Si  0.0121  2.6703  6.0192
Si  5.4819  2.7022  6.3349
Si  2.7974  5.4783  6.2047
Si  8.1639  5.4917  6.0577
Si  0.0071  8.184  6.1511
Si  5.5163  8.2339  6.2204
Si  3.8134  1.5632  7.6398
Si  9.8299  1.134  7.4208
Si  1.5945  3.7978  7.3357
Si  6.6495  4.4243  7.5025
Si  4.3958  6.6487  7.5628
Si  9.3709  6.9584  7.4093
Si  1.1173  9.9086  7.2965
Si  7.1346  9.2008  7.6782
O  8.3397  8.1403  7.9221
O  2.7185  2.759  7.9586
O  9.5233  1.3511  24.2729
O  4.052  6.8651  24.1249
O  -0.0481  -0.0108  7.9404
O  5.5126  5.5141  8.0284
O  6.8502  9.5717  24.2016
O  1.3696  4.0601  24.1696
O  3.8788  7.4312  8.9352
O  0.732  4.3399  8.6097
O  9.815  6.2202  8.8194
O  2.0573  9.381  8.5285
O  7.517  3.9515  8.8197
O  4.2192  0.9088  9.102
O  6.7348  9.6315  9.2035
O  9.09  1.8018  8.7065
O  7.7077  3.1451  23.5181
O  10.4981  5.8464  23.4499
O  5.0936  0.4423  23.4093
O  5.8679  5.0894  23.3628
O  3.1053  2.2065  23.2752
O  2.2967  8.7189  23.2311
O  8.6205  7.7532  23.3945
O  0.2329  10.3296  23.5973
Si  4.3921  1.5704  22.4658
Si  3.5002  7.9263  14.0309
Si  7.1237  0.9579  14.6556
Si  0.9446  9.3547  22.5222
Si  1.1818  4.3106  11.894
Si  6.2725  8.962  15.3216
Si  0.7019  1.3637  12.2962
Si  8.6331  4.9475  20.5073
Si  0.3169  5.7059  9.3798
Si  5.1103  3.111  17.9446
Si  0.8855  3.7314  16.7391
Si  10.4077  2.8396  19.2234
Si  5.2437  1.1892  10.3745
Si  0.8924  0.1708  19.847
Si  6.6534  9.4768  10.8656
Si  9.3471  9.6675  18.3267
Si  9.3997  9.2505  12.5751
Si  6.5739  3.8439  22.5817
Si  2.433  8.0614  9.3958
Si  10.5973  7.3592  17.0696
Si  2.5187  6.2779  16.567
Si  10.1751  4.482  14.1875
Si  6.1467  9.1757  18.5177
Si  7.9268  2.5658  9.5719
Si  8.9002  2.1223  12.4415
Si  5.3459  6.2349  18.0611
Si  3.9311  0.5471  19.4693
Si  4.2671  3.8576  12.0634
Si  5.5524  6.6123  12.1191
Si  8.0191  2.4954  17.216
Si  4.364  2.4827  14.9639
Si  1.5535  1.2019  15.2575
Si  1.5785  9.412  12.0573
Si  8.0594  6.8538  13.8627
Si  10.3858  9.8327  15.4893
Si  9.8095  7.0125  22.5498
Si  8.1165  5.4788  17.4062
O  6.0597  7.9651  11.2455
O  6.0317  9.2032  16.8988
O  7.7036  1.3411  13.1823
O  0.9087  1.7416  13.8649
O  9.4384  6.2434  16.8732
O  6.7712  6.22  13.1135
O  5.1443  4.6501  18.6061
O  9.2372  2.1475  18.268
O  2.3751  0.0866  19.0839
O  9.4184  10.2288  16.7674
O  2.7859  4.4626  11.7076
O  5.0744  10.3135  19.1093
O  9.4319  3.2429  13.4618
O  0.4635  1.7593  19.9529
O  3.1681  1.3521  15.0582
O  8.1741  5.3766  19.0207
O  3.9006  6.5803  17.3791
O  4.5824  3.269  16.3886
O  9.0614  5.6596  14.3055
O  5.45  2.7619  22.1349
O  10.6647  4.1156  15.6793
O  0.3455  3.8601  18.2741
O  10.4348  10.503  19.2206
O  9.6429  10.0294  14.0299
O  10.9073  8.1219  22.093
O  1.2046  2.149  16.5291
O  9.7369  3.7442  20.411
O  8.135  4.0252  16.6822
O  -0.0329  9.1087  11.9098
O  6.5921  2.4009  18.0047
O  5.5828  10.7236  11.2019
O  7.7587  9.5792  18.8458
O  10.056  1.0109  12.0493
O  1.3593  6.8998  9.0546
O  0.6301  4.7648  13.3617
O  5.7082  7.6136  18.9763
O  5.2383  5.0894  11.5137
O  2.7273  6.9651  15.1009
O  0.9319  2.7447  11.4674
O  0.8695  10.6761  15.5418
O  2.4009  8.564  10.9278
O  4.6687  2.4347  11.2918
O  4.2344  3.5311  13.6886
O  2.1981  4.6711  16.4694
O  10.7044  8.2437  15.6898
O  6.9195  10.2926  14.665
O  2.3505  8.955  13.4349
O  8.0363  1.5189  15.899
O  4.1427  7.0186  12.8346
O  4.1856  2.0012  18.7286
O  7.2975  4.4164  21.2603
O  8.4335  2.8797  11.0729
O  1.1889  6.8577  17.3436
O  5.6682  1.6022  14.7147
O  8.1394  9.7584  11.5772
O  9.2117  6.2816  21.236
O  8.9697  7.719  12.8522
O  1.6767  0.1159  11.8743
O  6.6533  6.1449  17.0583
O  7.4048  7.8013  15.035
O  1.2176  10.2982  21.233
O  10.0414  8.1899  18.3496
O  3.957  0.8427  21.0846
O  0.3238  5.3327  10.9445
O  6.6313  1.6044  9.6228
O  4.7836  8.6979  14.69

Results
free energy: -135861.427 eV
free energy less fixed offsets of O -568.88, P -755.39, Si -635.61 eV per atom: -6.317 eV

Forces (eV/angstrom), in the order of the atoms: element, x, y, z
Si  -0.0063  0.0158  0.0035
Si  0.0003  -0.006  0.0176
Si  -0.0102  0.0042  0.0151
Si  0.0115  -0.0044  0.0201
Si  0.0014  -0.0063  0.0157
Si  0.002  0.006  0.0103
Si  0.0054  0.0068  0.0039
Si  -0.0102  0.0035  0.0083
Si  -0.0134  0.006  -0.0111
Si  0.0132  -0.0089  -0.0127
Si  -0.0029  0.0049  -0.0171
Si  0.012  -0.0141  -0.0148
Si  0.0032  -0.0089  -0.0184
Si  -0.0105  0.0047  -0.015
Si  0.0091  -0.0072  -0.0175
Si  -0.0083  0.0138  -0.0066
Si  -0.0007  0.0026  0.0112
Si  0.0068  0.0015  -0.0353
Si  -0.0062  -0.0068  -0.0421
Si  -0.0021  0.0013  0.0123
Si  -0.0045  -0.0078  -0.0121
Si  -0.0022  0.004  0.0103
Si  -0.0017  0.0028  0.012
Si  0.0103  0.0064  -0.0256
Si  -0.005  0.0025  -0.0101
Si  -0.0014  0.002  0.0223
Si  0.0033  0.0114  0.0186
Si  -0.0032  -0.0003  -0.0137
Si  -0.0048  -0.004  0.018
Si  -0.0041  -0.0053  -0.0109
Si  0.0024  -0.0007  -0.014
Si  -0.0199  -0.0086  0.0253
Si  0.003  -0.004  -0.0014
Si  0.0063  -0.0058  -0.0049
Si  0.003  -0.0095  -0.0061
Si  -0.0011  0.0046  -0.001
Si  -0.0001  -0.0017  -0.0074
Si  0.0047  -0.0025  -0.003
Si  -0.0013  -0.0006  -0.0021
Si  0.0044  0.0027  -0.0032
Si  0.0019  0.0206  0.0049
Si  -0.0017  -0.0086  -0.0004
Si  -0.0045  0.0046  -0.0042
Si  0.0028  -0.0004  0.0039
Si  0.0029  -0.0023  -0.0062
Si  -0.0138  -0.0041  0.0017
Si  -0.0023  0.0031  0.0032
Si  -0.0129  0.0031  0.0027
Si  0.0044  -0.0158  0.0019
Si  0.0002  0.0011  -0.0071
Si  0.0049  -0.0115  -0.0107
Si  -0.0014  0.0074  -0.0064
Si  0.0059  -0.0025  -0.0082
Si  -0.0006  -0.0007  0.0036
Si  0.0142  -0.0025  -0.0047
Si  0.006  -0.0069  -0.0083
Si  0.0022  0.0014  0.0226
Si  0.0053  0.0206  0.0124
Si  0.0032  -0.0056  0.0179
Si  0.0004  -0.0042  0.0185
Si  -0.0061  -0.0046  0.0022
Si  -0.0196  -0.0208  0.0097
Si  0.0097  0.0171  0.0068
Si  -0.0138  -0.0012  0.0114
Si  -0.06  -0.0785  -0.0422
Si  0.0207  -0.0175  0.0158
Si  0.0161  0.0295  -0.0196
Si  -0.0001  -0.0457  0.0392
Si  0.0228  0.0077  0.0097
Si  0.0165  0.013  -0.0069
Si  0.0049  0.0219  0.017
Si  0.0377  0.0107  -0.0524
Si  0.026  0.0432  0.087
Si  0.0662  -0.0168  -0.0239
Si  0.0082  -0.0523  0.0367
Si  0.0111  -0.0185  -0.0111
Si  0.0245  -0.0393  -0.0254
Si  -0.0691  -0.0246  0.0217
Si  0.0097  -0.0388  -0.0316
Si  0.0572  0.0334  0.0157
Si  0.0012  0.049  0.021
P  -0.0836  0.0524  -0.053
Si  0.0293  -0.0216  0.0274
Si  -0.037  0.064  0.0704
Si  0.0023  -0.0039  0.011
Si  -0.0147  -0.001  0.0136
Si  -0.0237  0.0142  0.0236
Si  -0.0043  -0.0423  -0.0101
Si  -0.0103  0.0646  -0.0923
Si  -0.0502  0.0596  0.0214
Si  0.0922  -0.0731  0.0213
Si  -0.0475  -0.0255  -0.084
Si  0.0583  -0.0616  -0.0365
Si  -0.0556  0.0597  0.1741
Si  0.0225  -0.0483  0.1276
Si  -0.0116  0.0498  0.2065
O  0.0473  -0.0295  -0.1536
O  -0.1062  0.018  -0.003
O  -0.0007  -0.0049  0.0124
O  -0.0027  -0.0038  0.0244
O  0.0705  -0.0619  -0.0945
O  0.0004  0.0468  0.0341
O  0.0003  0.0006  0.0118
O  0.0004  0.0048  0.0149
O  -0.0985  0.0479  0.0056
O  -0.0004  0.091  -0.0206
O  0.0672  -0.0211  -0.0334
O  -0.0213  -0.0808  -0.0322
O  0.0191  -0.0249  0.0239
O  0.0095  -0.01  0.0479
O  0.0942  -0.0998  -0.113
O  0.0246  -0.0259  -0.0165
O  -0.0134  0.0112  0.0077
O  -0.0091  0.0098  0.0066
O  -0.0102  0.0111  0.0021
O  0.0042  -0.0104  0.0083
O  0.0123  -0.009  0.0054
O  -0.0136  0.0091  0.0078
O  0.0129  -0.0083  0.0089
O  0.0032  -0.0116  0.0136
Si  0.0006  0.0016  -0.0281
Si  0.0084  -0.0075  0.0748
Si  -0.0072  0.0021  0.0716
Si  0.0023  -0.0054  -0.0298
Si  0.0099  0.0044  0.0889
Si  -0.0039  -0.0024  0.0592
Si  0.007  -0.0021  0.0913
Si  -0.001  0.0005  -0.0234
Si  -0.0588  -0.0431  0.0198
Si  0.0001  0.0006  0.0131
Si  0.0006  0.0069  0.0409
Si  0.0003  0.0022  -0.0009
Si  -0.0272  -0.0046  0.0394
Si  0.0081  -0.0004  -0.0154
Si  0.0074  -0.0253  0.0372
Si  -0.0027  0.0053  0.011
Si  -0.002  -0.0094  0.0789
Si  -0.0038  0.0001  -0.0313
Si  0.001  0.0601  0.003
Si  0.0024  -0.0038  0.0248
Si  0.003  -0.0036  0.0357
Si  -0.0118  0.0115  0.0821
Si  -0.0067  0.0064  0.0013
Si  -0.0247  0.0187  0.0111
Si  -0.0029  -0.0076  0.0999
Si  -0.0021  0.0015  0
Si  -0.0049  -0.0002  -0.0073
Si  0.0092  0.0071  0.0738
Si  0.0088  -0.0072  0.0956
Si  0.0005  0.0037  0.0289
Si  0.007  -0.0026  0.0681
Si  0.0012  0.0026  0.061
Si  -0.0108  0.0105  0.0869
Si  -0.0016  0.0019  0.0704
Si  0.0016  -0.0037  0.0555
Si  -0.0014  0.0044  -0.035
Si  -0.0027  0.0021  0.0259
O  -0.0027  0.0203  -0.0385
O  -0.0002  0.0028  -0.0239
O  0.0044  0.0062  -0.0437
O  -0.0019  0.0005  -0.0439
O  0.0046  0.0044  -0.0117
O  -0.0062  0.0007  -0.0457
O  0  0.0016  0.0022
O  -0.0112  0.0013  -0.0072
O  -0.0023  0.0013  0.0025
O  0.0014  0.0022  -0.0222
O  -0.0149  0.0025  -0.0374
O  0.003  -0.0026  0.0027
O  -0.0014  -0.0071  -0.0488
O  -0.0024  0.0009  0.0118
O  -0.0013  0.0009  -0.0298
O  -0.0035  0.0037  -0.0079
O  -0.0046  0.0029  -0.0085
O  -0.0034  -0.0013  -0.0292
O  0.0045  -0.0038  -0.0353
O  -0.001  -0.0012  0.0224
O  -0.0032  0.0045  -0.0314
O  0.0037  0.0033  -0.0102
O  -0.0078  -0.0034  0.0003
O  -0.0045  0.0043  -0.0431
O  0.0006  0.0015  0.0221
O  -0.0001  -0.0031  -0.0229
O  0.0013  -0.0023  0.0103
O  -0.0003  -0.0018  -0.0184
O  0.0057  0.0048  -0.0427
O  0.0011  0.0032  -0.0058
O  0.0073  -0.0082  -0.0324
O  0.0028  0.0011  0.003
O  -0.0055  0.0081  -0.04
O  0.0231  0.0201  -0.0342
O  0.0077  -0.0043  -0.0443
O  -0.001  -0.0019  0.0085
O  -0.0019  -0.0048  -0.0319
O  0.0032  0.0117  -0.0356
O  -0.0044  0.0022  -0.0329
O  0.0003  0.0035  -0.0253
O  0.0041  -0.0093  -0.0842
O  0.0002  0.0033  -0.0323
O  0.0013  -0.0003  -0.0436
O  -0.002  0.0019  -0.0185
O  -0.0019  0.0086  -0.0271
O  0.0023  0.0061  -0.0334
O  -0.0066  0.0063  -0.0462
O  -0.0049  -0.0009  -0.0278
O  -0.0043  0.0066  -0.037
O  0.003  0.0082  -0.0035
O  0.0056  0.0047  0.0101
O  0.0057  0.0054  -0.0301
O  -0.0037  0.0042  -0.0068
O  0.0055  0.0042  -0.032
O  -0.0091  0.0181  -0.0462
O  -0.0062  -0.0043  0.0137
O  0.0003  0.0091  -0.0421
O  -0.0036  0.0024  -0.0376
O  -0.001  0.0005  -0.0112
O  0.0025  -0.0005  -0.0311
O  -0.0016  0.0104  0.0062
O  -0.0005  -0.0011  -0.0049
O  -0.0049  -0.0058  0.0055
O  0.0042  0.0028  -0.082
O  0.0153  0.0297  -0.03
O  -0.0091  -0.0034  -0.0353

The program warned: the cutoff lies below the one the program advises for these potential files; the exchange-correlation potential is rough where the density is thin.
